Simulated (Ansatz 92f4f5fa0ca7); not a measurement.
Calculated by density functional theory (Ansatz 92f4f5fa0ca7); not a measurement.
Periodic cell of 209 atoms, Si128O81, from a study of silicon, its oxide and their interface. The atomic structure is a simulated model.
This geometry differs little from another in the collection (a relaxation step or a small displacement).

Settings: functional r2SCAN; potential files Ansatz PAW; basis plane waves; wave-function cutoff 800 eV; density cutoff ratio 5; exchange-correlation grid ratio 1; k mesh 1 x 1 x 1, shifted by 0.5 0.5 0 of a step; self-consistency stop 1e-10 eV per atom in the density residual; occupations fixed; spin none; net charge 0.

Cell vectors (angstrom)
a, 10.88, 0, 0
b, 0, 10.88, 0
c, -4.3201, 2.2582, 30.3994

Atoms: element, x, y, z (angstrom)
Si, 5.5186, 3.2527, 16.9829
Si, 5.7194, 4.6331, 21.4537
Si, 7.9618, 3.192, -5.5205
Si, 0.0308, 3.7754, -6.253
Si, 5.5206, 4.6279, -4.6015
Si, 8.379, -3.5692, -1.5209
Si, 2.9433, 5.0539, 16.997
Si, 6.3358, 4.8476, -1.7229
Si, 1.3331, 2.0052, -4.3092
Si, 4.9583, 4.5732, 1.1125
Si, 3.158, 0.0196, -6.8817
Si, 8.606, -2.3673, 1.3396
Si, 2.2481, -2.8044, 1.7363
Si, 3.1244, 2.9581, 1.4953
Si, 11.6514, 6.1394, 1.5018
Si, -0.2058, -0.0969, 1.6234
Si, 4.1766, 1.3209, 2.7828
Si, 6.7235, 3.8153, 2.493
Si, 3.914, -3.9551, 2.8511
Si, 6.8918, -1.3624, 2.6686
Si, 9.2978, 1.3885, 2.6951
Si, 12.3736, 4.2014, 2.704
Si, 9.6597, 6.8352, 2.6319
Si, 1.2018, -1.2757, 3.0434
Si, 2.7584, 0.0349, 4.1421
Si, 5.4984, 2.664, 4.1568
Si, 2.7376, -5.4297, 4.2476
Si, 5.4861, -2.6941, 4.0283
Si, 8.1214, -0.0077, 4.1608
Si, 10.8311, 2.8026, 3.9119
Si, 8.1569, 5.3581, 3.804
Si, 10.8019, -2.764, 4.2695
Si, 4.1182, -1.3623, 5.4615
Si, 6.8066, 1.335, 5.5535
Si, 4.125, -6.8281, 5.4836
Si, 6.8333, -4.1443, 5.2866
Si, 9.4602, -1.3569, 5.53
Si, 1.3166, 1.4329, 5.3516
Si, 9.4916, 4.1038, 5.3474
Si, 12.2298, 6.7923, 5.5768
Si, 5.4207, -0.0147, 6.8803
Si, 8.1996, 2.7395, 6.8149
Si, 5.4936, -5.4314, 6.7569
Si, 8.0974, -2.7772, 6.7674
Si, 0.0072, 0.042, 6.7614
Si, 2.6832, 2.7257, 6.7708
Si, 10.8205, 5.4121, 6.834
Si, 2.7511, -2.7019, 6.8578
Si, 4.0133, 1.3781, 8.1612
Si, 6.8123, 4.1137, 8.1592
Si, 4.139, -4.1008, 8.1628
Si, 6.7903, -1.4305, 8.1763
Si, 9.561, 1.359, 8.1766
Si, 1.3525, 4.0524, 8.1664
Si, 9.4644, -4.0699, 8.1621
Si, 1.3477, -1.3038, 8.1535
Si, 2.678, 0.0393, 9.5492
Si, 5.3948, 2.7567, 9.4779
Si, 2.7476, -5.4688, 9.4963
Si, 5.463, -2.7603, 9.5754
Si, 8.1897, -0.0604, 9.4877
Si, 10.9208, 2.6917, 9.5624
Si, 8.127, 5.4798, 9.5537
Si, 10.8442, -2.6867, 9.4812
Si, 4.0594, -1.3569, 10.8114
Si, 6.7647, 1.3265, 10.717
Si, 4.0776, 4.0804, 10.9482
Si, 6.8013, -4.0843, 11.0204
Si, 9.52, -1.3832, 10.9531
Si, 1.3679, 1.36, 11.014
Si, 9.5298, 4.1021, 10.8053
Si, 1.3562, -4.0691, 10.7556
Si, 5.419, 0.014, 12.1113
Si, 8.1256, 2.6892, 12.0047
Si, 5.41, 5.432, 12.3735
Si, 8.1722, -2.7127, 12.4029
Si, 0.0027, -0.0476, 12.3558
Si, 2.7459, 2.7384, 12.3861
Si, 10.8946, 5.4787, 12.1222
Si, 2.6958, -2.7229, 12.1086
Si, 4.1616, 1.2891, 13.6477
Si, 6.8507, 3.9365, 13.5117
Si, 3.9771, -3.9904, 13.6076
Si, 6.7079, -1.2579, 13.5955
Si, -1.4615, 1.4185, 13.4759
Si, 1.3219, 4.2006, 13.6
Si, 8.665, 4.8364, 14.6808
Si, 1.4355, -1.462, 13.6332
Si, 3.1705, -0.455, 14.9075
Si, 5.94, 2.2322, 14.893
Si, 2.2488, -4.9255, 14.931
Si, 4.9083, -2.1988, 14.8333
Si, 7.6881, 0.5287, 14.7973
Si, -0.4829, 3.1586, 14.698
Si, 9.6209, -4.1429, 13.6613
Si, 0.2579, -4.4863, -7.6623
Si, 0.4642, -4.6973, -1.62
Si, 6.6077, -2.9387, 17.2885
Si, 0.5235, -3.2204, 14.9591
Si, 0.189, -2.1149, 17.0174
Si, 2.7448, -4.3327, 19.8187
Si, 5.6116, -3.6281, 20.1465
Si, 7.9708, 5.0722, 16.8479
Si, 4.8956, -2.0828, -7.9052
Si, 8.4991, -0.3922, 16.7689
Si, 0.0972, 3.2018, -1.9237
Si, 4.7533, 0.883, 18.9959
Si, 9.9574, 4.3188, 19.0856
Si, 4.2386, 1.8295, -4.4999
Si, 7.7562, 0.3024, 19.4875
Si, 8.0428, 2.3092, -1.1314
Si, 7.4062, -2.1804, -4.0852
Si, 3.5635, -0.9568, -0.57
Si, 7.001, 0.89, -3.5698
Si, 3.3265, 1.3789, 21.8111
Si, 9.4136, -2.1963, -6.4115
Si, 7.514, 1.9509, 1.176
Si, 1.1307, -0.9653, -5.0702
Si, 10.8252, -3.6987, 19.6758
Si, 2.5009, -0.117, 17.1667
Si, 8.0582, 2.9031, 21.1143
Si, 9.2964, -1.6428, 21.1992
Si, 5.7365, 0.1994, 1.3659
Si, 4.7661, -3.4563, -5.0215
Si, 3.4389, 4.4164, 21.9223
Si, 1.9297, 1.6198, -0.0296
Si, 0.8925, 2.6282, 17.4579
Si, 2.5427, -2.6285, -2.9581
O, 5.373, 4.8027, -0.4367
O, 9.5149, 3.6028, -5.4632
O, 5.0466, 2.2457, 18.1635
O, 9.7201, -1.2325, 0.8969
O, 8.3214, 0.6558, 18.0084
O, 4.5541, -4.8127, 1.5973
O, 10.7623, 2.5959, 16.2
O, 4.8988, -5.0167, -5.4129
O, 7.6241, -1.7238, 17.0578
O, 6.3301, -2.9234, 21.3813
O, 10.5, -3.0497, 18.2194
O, 10.6287, -1.5489, -5.6019
O, 4.0154, -3.4374, 20.2381
O, 10.7734, -5.3085, 19.676
O, 7.0825, 4.4349, -4.9822
O, 6.479, 3.2495, 21.1006
O, 9.571, 2.8582, -1.207
O, 7.2052, -0.5868, -4.1673
O, 7.5053, 2.8599, -7.0358
O, 2.3596, -1.1707, -6.1087
O, 2.0218, 3.7519, 17.2546
O, 0.7377, -5.103, -0.0865
O, 10.0234, -3.4001, -7.2811
O, 3.5348, -1.7781, -1.9763
O, 9.7868, -3.1253, 20.7704
O, 0.6602, 0.7794, 0.5578
O, 4.2335, -0.6141, -7.8924
O, 6.148, 0.165, 19.3842
O, 7.3362, -4.3336, 16.9877
O, 1.2654, 3.1677, -5.4214
O, 2.0957, 0.3455, 21.9832
O, 8.0373, -2.9642, -0.0607
O, 0.1922, 2.2714, -3.2207
O, 3.9431, 0.9524, -5.8268
O, 7.436, -4.8639, -1.6817
O, 3.4257, -3.267, -4.146
O, 1.6179, 1.1932, 17.5869
O, 5.9152, -5.2247, 20.1898
O, 2.8058, 0.4675, -0.7789
O, 0.2786, 4.7523, -2.3673
O, 5.3938, 1.1909, -3.554
O, 4.4625, 4.488, 16.8459
O, 6.9388, 3.9299, 17.3836
O, 2.8098, -1.9861, 0.4263
O, 3.8537, -0.107, 18.0747
O, 2.8388, 2.9119, 21.9635
O, 1.6026, -1.4427, 17.4936
O, 1.4774, -3.3634, 20.0497
O, 3.9515, 1.2106, 20.3404
O, 5.3193, -2.7413, 16.3346
O, 9.3029, 4.9003, 17.7353
O, 0.0351, 3.0464, 18.7708
O, 5.3982, 4.9704, -3.0232
O, 7.6964, 1.0223, -2.093
O, 2.6504, 5.2396, 20.7692
O, 5.0342, -0.5483, 0.0378
O, 10.6229, -0.7776, 21.4965
O, 4.7164, 3.2894, -4.9811
O, 0.922, 0.6177, -4.979
O, 1.3346, 2.7741, -0.9881
O, 8.3035, -2.6796, -5.3405
O, 1.751, -3.9029, -7.9126
O, 8.4508, -1.0754, 19.9443
O, 10.7999, 3.0279, -7.6727
O, 6.0052, -2.9658, -4.1148
O, 7.1097, 3.4475, -1.7952
O, 8.1955, 1.3898, 20.5876
O, 6.136, -2.9479, 18.8097
O, 8.7543, -1.1487, -7.4438
O, 1.6796, -3.7942, -2.2059
O, 8.0865, -2.4909, -2.6669
O, 4.8238, -2.6454, -6.4031
O, 7.7277, 1.9101, -4.5814
O, 2.8392, -4.8133, 18.2641
O, 0.348, 5.3335, -6.4615
O, 8.8254, 3.9023, 20.1286
O, 1.4833, -1.6085, -3.6361
O, 10.0502, -0.8791, 16.695
O, 9.9461, -3.9069, -1.6669
O, 2.0977, 0.8251, -7.7979
O, 2.8338, 1.9457, -3.6925

Results
free energy: -128076.020 eV
free energy less fixed offsets of O -570.45, Si -639.56 eV per atom: -5.890 eV

Forces (eV/angstrom), in the order of the atoms: element, x, y, z
Si, 0.0019, -0.0361, -0.1236
Si, -0.0706, 0.0308, 0.0048
Si, -0.0204, -0.002, -0.1102
Si, -0.0111, -0.0219, -0.0904
Si, 0.0354, -0.0133, 0.0354
Si, -0.0193, 0.0105, 0.1709
Si, -0.0104, -0.0107, -0.0484
Si, -0.022, -0.0345, 0.1683
Si, -0.0154, 0.0475, 0.0161
Si, 0.0137, -0.1334, 0.1088
Si, -0.0162, 0.0215, -0.074
Si, -0.022, -0.0678, 0.2213
Si, -0.0003, -0.1276, 0.0721
Si, 0.0209, -0.0057, 0.0441
Si, 0.0241, 0.0348, 0.2617
Si, -0.0448, -0.0186, 0.1463
Si, -0.006, -0.0438, -0.007
Si, 0.0986, 0.042, -0.0059
Si, -0.0192, 0.0594, 0.0971
Si, 0.0211, -0.0207, -0.0306
Si, 0.0443, 0.0012, 0.0006
Si, 0.0252, 0.0143, -0.0349
Si, 0.0148, -0.0086, -0.0623
Si, 0.0188, 0.0183, 0.017
Si, -0.0344, -0.0249, 0.04
Si, -0.0159, -0.0185, -0.0182
Si, -0.0272, 0.0682, 0.007
Si, -0.0337, -0.0241, 0.0231
Si, 0.021, -0.0208, 0.0172
Si, -0.0352, -0.0294, 0.0422
Si, -0.0501, 0.0488, 0.0356
Si, 0.009, 0.0003, 0.0545
Si, -0.0142, -0.0057, -0.0132
Si, 0.0135, -0.0035, 0.0041
Si, 0.0127, 0.0273, 0.0048
Si, 0.0245, -0.0369, -0.0007
Si, 0.0124, -0.0239, -0.0014
Si, -0.0369, -0.0062, 0.015
Si, 0.0164, 0.0051, -0.0126
Si, -0.0345, 0.0085, 0.0337
Si, 0.0059, 0, 0.034
Si, -0.0055, -0.0023, 0.0333
Si, 0.0012, -0.0029, -0.0033
Si, 0.0294, -0.016, -0.029
Si, 0.0267, -0.0116, 0.0142
Si, -0.0181, 0.0082, -0.0244
Si, 0.0309, 0.0195, 0.0109
Si, -0.014, -0.0071, 0.0234
Si, 0.0167, -0.0155, -0.0058
Si, -0.0119, -0.0474, -0.0126
Si, -0.042, -0.012, 0.0173
Si, 0.0014, 0.0228, -0.0111
Si, -0.0291, 0.0101, -0.0153
Si, -0.0004, 0.0404, -0.0121
Si, 0.0444, 0.0111, -0.0099
Si, -0.0055, -0.019, -0.0001
Si, 0.0006, 0.0124, 0.0091
Si, 0.0108, 0.0191, -0.0033
Si, -0.0083, -0.0043, -0.0021
Si, 0.0027, 0.0059, -0.0027
Si, 0.0147, -0.0105, -0.0123
Si, 0.009, -0.0161, -0.0006
Si, -0.0057, -0.0038, -0.0033
Si, -0.0275, -0.0228, 0.0014
Si, -0.0014, -0.0327, -0.051
Si, 0.0221, -0.026, -0.0147
Si, 0.0041, -0.0029, -0.0156
Si, -0.0021, -0.0066, -0.0419
Si, 0.0062, 0.0196, -0.0238
Si, -0.0144, 0.0023, -0.0267
Si, -0.0187, -0.0113, -0.0547
Si, 0.0339, 0.0104, -0.004
Si, -0.0344, -0.0045, 0.0193
Si, 0.03, 0.0317, 0.0471
Si, 0.0085, 0.0211, -0.0581
Si, -0.0186, -0.0193, -0.0459
Si, 0, 0.0045, -0.0439
Si, -0.0163, -0.0225, -0.0175
Si, -0.0226, -0.023, 0.0422
Si, 0.004, 0.0358, 0.0455
Si, -0.0305, 0.0136, 0.0743
Si, 0.0061, -0.0188, 0.0168
Si, 0.0012, -0.0349, 0.0455
Si, 0.0383, 0.0608, 0.0781
Si, 0.0022, 0.0002, 0.061
Si, 0.0257, 0.0537, 0.0794
Si, 0.0592, -0.0253, -0.1611
Si, -0.0059, -0.0087, 0.0331
Si, 0.0264, -0.0178, -0.132
Si, -0.0253, -0.041, -0.1479
Si, -0.0145, 0.0368, -0.1225
Si, -0.0423, 0.0329, -0.0926
Si, -0.0147, 0.0508, -0.1225
Si, -0.0543, 0.0367, -0.1136
Si, -0.0252, -0.0098, 0.057
Si, -0.004, -0.0696, -0.0722
Si, -0.0157, -0.0499, 0.1055
Si, -0.0849, 0.004, -0.0361
Si, 0.0142, 0.0115, -0.1023
Si, 0.0327, -0.0653, -0.1293
Si, -0.0072, -0.0323, -0.0627
Si, -0.027, -0.0158, -0.0699
Si, 0.0213, -0.028, -0.0777
Si, 0.0164, -0.0045, -0.0887
Si, -0.0057, 0.0153, -0.0698
Si, -0.0087, -0.0181, 0.0621
Si, -0.0013, -0.0175, -0.1441
Si, 0.0297, 0.0316, -0.0796
Si, -0.0024, 0.0233, -0.0177
Si, -0.0495, -0.011, -0.1021
Si, -0.0494, 0.0258, 0.127
Si, 0.0394, 0.0109, 0.0118
Si, 0.0176, 0.0049, 0.1547
Si, 0.028, 0.0412, 0.0679
Si, 0.011, 0.058, -0.091
Si, -0.0412, -0.0192, -0.0705
Si, -0.061, -0.0303, 0.1297
Si, 0.0082, 0.007, 0.0224
Si, 0.0122, -0.0152, -0.0945
Si, -0.0209, -0.0217, -0.0565
Si, 0.0045, 0.0123, -0.0652
Si, -0.0428, -0.0361, -0.0429
Si, -0.081, 0.0441, 0.1303
Si, 0.0189, -0.0047, -0.0261
Si, 0.0501, -0.0057, -0.0708
Si, 0.0638, 0.0258, 0.0898
Si, -0.0455, 0.026, -0.081
Si, 0.0213, -0.0039, 0.1049
O, 0.0257, 0.0499, -0.1312
O, -0.0082, 0.01, 0.0582
O, -0.0232, 0.0272, 0.0663
O, 0.0785, 0.0737, -0.0442
O, 0.024, 0.0287, 0.0614
O, -0.0455, 0.0811, 0.0379
O, 0.0184, -0.0312, 0.0244
O, -0.0094, 0.0117, -0.0247
O, -0.0009, -0.0274, 0.0311
O, 0.0151, 0.0094, 0.0295
O, -0.0194, 0.017, 0.0603
O, 0.0213, 0.0034, 0.0183
O, 0.0095, 0.0673, 0.0406
O, 0.0116, -0.038, 0.0489
O, 0.0114, 0.022, 0.007
O, 0.0141, -0.0359, 0.0145
O, 0.0266, 0.0287, -0.0253
O, 0.0047, -0.0242, -0.0292
O, 0.0015, 0.0173, 0.0775
O, -0.0082, -0.0311, 0.0274
O, -0.0185, -0.0135, 0.0205
O, 0.0152, -0.015, -0.1715
O, -0.015, 0.0286, 0.03
O, 0.0153, -0.0336, -0.0997
O, -0.0135, -0.0057, 0.0535
O, 0.0242, 0.0218, -0.0359
O, 0.0021, -0.0045, 0.0052
O, 0.0079, -0.0268, 0.0579
O, 0.0119, -0.0385, 0.0054
O, 0.0205, -0.0162, 0.0258
O, -0.019, -0.0349, 0.0306
O, -0.0264, -0.0241, -0.1399
O, -0.0215, -0.0079, -0.0194
O, 0.01, -0.0054, 0.022
O, 0.0195, 0.0269, -0.0465
O, -0.0009, -0.0125, -0.0185
O, 0.0055, -0.0173, 0.0091
O, 0.0428, 0.0176, -0.0163
O, -0.0104, -0.017, -0.0576
O, 0.004, 0.0144, -0.0768
O, -0.0182, -0.0122, -0.0081
O, 0.0543, -0.0118, 0.0099
O, -0.0009, 0.018, 0.0539
O, 0.0472, 0.0823, -0.1368
O, 0.0393, -0.0072, 0.0769
O, -0.0376, -0.0485, 0.0231
O, 0.0371, 0.0313, 0.0468
O, 0.0262, 0.0119, 0.0482
O, -0.0437, 0.0233, 0.1008
O, -0.0009, -0.0063, 0.0038
O, 0.0734, -0.0175, 0.0933
O, -0.0032, -0.0152, 0.0432
O, -0.0496, 0.0115, -0.0667
O, -0.0178, -0.0702, -0.0766
O, -0.0197, -0.0159, 0.0162
O, -0.0301, -0.0495, -0.122
O, 0.0314, 0.0325, 0.0218
O, -0.0291, 0.0007, -0.014
O, -0.014, -0.0101, -0.0107
O, -0.0172, 0.0021, -0.0491
O, -0.0125, -0.0166, 0.0189
O, 0.005, 0.0101, 0.0433
O, 0.0052, -0.009, 0.0195
O, 0.0104, 0.0323, 0.0481
O, -0.0229, -0.009, 0.0152
O, 0.0053, -0.0223, -0.0782
O, 0.0246, 0.0335, 0.0465
O, 0.0023, 0.0205, 0.0449
O, 0.0244, 0.013, 0.0314
O, 0.0328, 0.0312, -0.0502
O, -0.0133, 0.0394, -0.0457
O, -0.0131, -0.0133, 0.0559
O, 0.0128, -0.0213, 0.0129
O, 0.0358, 0.0371, 0.0464
O, -0.0029, 0.021, 0.05
O, -0.0303, -0.0038, 0.0542
O, -0.017, 0.0106, -0.0025
O, 0.0047, 0.0179, 0.0303
O, 0.0083, 0.0007, -0.0456
O, 0.0203, 0.0176, 0.0592
O, 0.0179, -0.0066, 0.0188

The program warned: the cutoff lies below the one the program advises for these potential files; the forces do not sum to zero within the program's tolerance; empty levels may hold ghost states of the PAW files; the exchange-correlation potential is rough where the density is thin.
